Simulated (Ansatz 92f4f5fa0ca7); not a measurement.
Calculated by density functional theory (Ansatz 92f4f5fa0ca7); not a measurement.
Periodic cell of 237 atoms, Si142O89As6, from a study of silicon, its oxide and their interface. The atomic structure is a simulated model.
Doubt: the cutoff is far below the 930 eV that the study's wrapper takes by default for these files, so forces and energies are approximate.
This geometry differs little from another in the collection (a relaxation step or a small displacement).

Settings: functional PBE; potential files Ansatz PAW; basis plane waves; wave-function cutoff 580 eV; density cutoff ratio 5; exchange-correlation grid ratio 1; k mesh 1 x 1 x 1, Gamma-centred; self-consistency stop 5e-08 eV per atom in the density residual; occupations fixed; spin none; net charge 0.

Cell vectors (angstrom)
a, 11.6015, 0, 0
b, 0, 10.938, 0
c, 0, 0, 33.033

Atoms and the computed forces on them: element, x, y, z (angstrom), force x, y, z (eV/angstrom)
Si, 0.2142, 0.1135, 24.2327, -0.1278, -0.0549, 0.0062
Si, 3.733, -0.0472, 24.4133, 0.0809, 0.0323, -0.0151
As, 7.8097, -0.2881, 24.1458, -0.018, -0.0199, -0.0051
As, 2.0602, 1.6757, 24.2053, 0.0026, 0.0103, -0.0202
Si, 5.8314, 1.095, 24.4273, -0.0542, 0.0082, -0.0215
Si, 9.6521, 1.3419, 24.159, 0.0633, 0.027, 0.0159
Si, 0.3906, 5.4628, 24.4217, -0.1629, -0.1065, -0.1718
Si, 4.2992, 5.5996, 24.5713, -0.0461, 0.007, -0.0074
Si, 7.9154, 5.7876, 24.2558, 0.0305, -0.0882, 0.0109
Si, 2.242, 6.8382, 24.6217, 0.1471, -0.0769, -0.0435
As, 5.9864, 7.2458, 24.2866, 0.0147, 0.0331, -0.0392
Si, 10.0119, 6.8309, 24.3579, 0.1176, 0.0094, 0.0196
Si, 2.0354, 2.7546, 26.3199, -0.0543, -0.0399, 0.033
Si, 5.8909, 2.6668, 26.2411, 0.0037, -0.0491, 0.0181
Si, 9.7282, 2.7064, 26.1449, -0.0319, -0.0631, -0.0375
Si, 0.0803, 4.0406, 26.263, 0.0368, 0.0491, -0.0074
Si, 3.9994, 4.0782, 26.3467, 0.0338, 0.0472, -0.0262
Si, 7.7981, 4.1002, 26.0455, -0.0492, 0.0534, -0.0108
Si, 2.0269, 8.2583, 26.4543, -0.1056, -0.0061, 0.018
Si, 5.9159, 8.2962, 26.3907, 0.0284, -0.0214, -0.0049
Si, 9.8414, 8.284, 26.2391, -0.0847, -0.0704, -0.0426
Si, 0.1174, 9.6851, 26.2446, 0.0791, 0.051, -0.0279
Si, 3.9284, 9.5824, 26.3709, -0.0116, 0.0417, -0.0264
Si, 7.8719, 9.6064, 26.3024, 0.0221, 0.032, 0.0131
Si, 0.0557, 0.0496, 28.2089, 0.015, -0.033, 0.015
Si, 3.9425, 0.0517, 28.2432, 0.0183, -0.0182, 0.0288
Si, 7.8326, 0.0229, 28.2227, -0.0286, -0.0232, -0.0265
Si, 2.0008, 1.3791, 28.2237, 0.0094, 0.0108, -0.014
Si, 5.8966, 1.3679, 28.2149, 0.0188, 0.0475, -0.0102
Si, 9.7257, 1.4104, 28.164, 0.0349, 0.0342, 0.0183
Si, 0.0215, 5.4491, 28.1851, -0.0095, -0.0407, 0.0307
Si, 3.9336, 5.4834, 28.235, -0.0236, -0.0332, 0.0174
Si, 7.7939, 5.4399, 28.0999, 0.0044, -0.0599, -0.0215
Si, 1.9594, 6.7843, 28.2655, 0.0364, 0.0575, 0.0046
Si, 5.8757, 6.829, 28.2202, 0.0054, 0.0202, 0.0029
Si, 9.718, 6.8455, 28.1517, -0.0074, 0.0351, 0.0417
Si, 1.9336, 2.7345, 30.1338, 0.0635, 0.1577, 0.0996
Si, 5.8008, 2.7345, 30.1338, 0.1088, 0.1012, 0.0358
Si, 9.6679, 2.7345, 30.1338, 0.0421, 0.135, -0.0842
Si, 0, 4.1018, 30.1338, -0.0551, -0.0614, -0.0047
Si, 3.8672, 4.1018, 30.1338, 0.0545, -0.017, 0.1824
Si, 7.7343, 4.1018, 30.1338, 0.0973, 0.0492, -0.3948
Si, 1.9336, 8.2035, 30.1338, -0.0257, -0.0159, 0.2285
Si, 5.8008, 8.2035, 30.1338, 0.1122, -0.0178, 0.116
Si, 9.6679, 8.2035, 30.1338, -0.0034, -0.0772, -0.194
Si, 0, 9.5708, 30.1338, 0.0213, 0.0612, -0.1448
Si, 3.8672, 9.5708, 30.1338, 0.0883, -0.0498, -0.0012
Si, 7.7343, 9.5708, 30.1338, 0.1009, -0.0495, 0.0356
Si, 0, 0, 32.0674, -0.0196, 0.0308, 0.0249
Si, 3.8672, 0, 32.0674, -0.0037, 0.0689, 0.082
Si, 7.7343, 0, 32.0674, 0.0154, 0.0674, 0.0393
Si, 1.9336, 1.3673, 32.0674, -0.0123, -0.0001, -0.0263
Si, 5.8008, 1.3673, 32.0674, -0.0013, -0.0243, -0.0113
Si, 9.6679, 1.3673, 32.0674, -0.0014, -0.1116, -0.0336
Si, 0, 5.469, 32.0674, 0.0134, 0.0992, -0.0261
Si, 3.8672, 5.469, 32.0674, 0.0126, -0.0489, -0.0313
Si, 7.7343, 5.469, 32.0674, -0.0117, 0.0994, -0.1061
Si, 1.9336, 6.8362, 32.0674, -0.0007, 0.0333, 0.0781
Si, 5.8008, 6.8362, 32.0674, -0.0068, 0.0383, 0.0099
Si, 9.6679, 6.8362, 32.0674, 0.0071, -0.0975, 0.024
Si, 1.9336, 2.7345, 0.9679, -0.0033, -0.055, 0.0672
Si, 5.8008, 2.7345, 0.9679, -0.1156, -0.115, 0.2547
Si, 9.6679, 2.7345, 0.9679, -0.0602, 0.0294, 0.0715
Si, 0, 4.1018, 0.9679, -0.1339, 0.0251, 0.2091
Si, 3.8672, 4.1018, 0.9679, -0.0531, 0.0646, -0.1777
Si, 7.7343, 4.1018, 0.9679, 0.0128, -0.0593, -0.1151
Si, 1.9336, 8.2035, 0.9679, -0.0875, -0.0018, -0.0327
Si, 5.8008, 8.2035, 0.9679, -0.0228, 0.0709, -0.2479
Si, 9.6679, 8.2035, 0.9679, -0.0249, 0.0544, -0.0414
Si, 0, 9.5708, 0.9679, -0.0778, -0.142, -0.159
Si, 3.8672, 9.5708, 0.9679, -0.0609, -0.0937, 0.2402
Si, 7.7343, 9.5708, 0.9679, -0.0237, -0.1021, 0.1357
Si, -0.0742, -0.0012, 2.8728, -0.0071, -0.0478, 0.0293
Si, 3.7914, -0.0529, 2.9627, 0.0171, -0.0433, 0.0227
Si, 7.6831, -0.0116, 2.9222, -0.0195, -0.0283, 0.0135
Si, 1.8634, 1.3207, 2.8772, 0.034, 0.0513, -0.0198
Si, 5.7357, 1.3069, 2.9076, 0.0119, 0.0467, -0.0575
Si, 9.6091, 1.357, 2.9078, -0.0464, 0.0411, -0.0277
Si, -0.0747, 5.4729, 2.9348, -0.0357, -0.0438, -0.0374
Si, 3.8018, 5.4989, 2.8631, 0.019, -0.0319, -0.0055
Si, 7.6837, 5.4864, 2.8748, 0.0101, -0.0409, 0.0251
Si, 1.8498, 6.8315, 2.8936, 0.0074, 0.037, 0.0185
Si, 5.7563, 6.841, 2.8682, -0.0181, -0.0201, 0.0057
Si, 9.6026, 6.8714, 2.9252, -0.0161, 0.0345, 0.0358
Si, 1.8164, 2.699, 4.7818, -0.0481, -0.0465, -0.0309
Si, 5.7175, 2.6809, 4.819, 0.072, -0.0496, 0.0569
Si, 9.5768, 2.7219, 4.8481, -0.0015, -0.0396, 0.0103
Si, -0.0967, 4.0766, 4.873, 0.0304, 0.0913, 0.0547
Si, 3.7849, 3.9805, 4.657, 0.0435, 0.042, -0.0465
Si, 7.6409, 4.0613, 4.7474, -0.0514, 0.0169, -0.1091
Si, 1.7538, 8.1632, 4.8456, 0.0148, -0.0577, 0.0014
Si, 5.7275, 8.191, 4.7816, 0.0769, 0.018, 0.0071
Si, 9.5356, 8.255, 4.8842, -0.0742, -0.0415, 0.0125
Si, -0.1212, 9.6174, 4.8263, 0.0511, 0.0646, 0.0214
Si, 3.741, 9.445, 4.9147, -0.0461, 0.0414, -0.0097
Si, 7.6004, 9.6832, 4.9407, 0.0144, -0.0416, 0.0142
Si, -0.1617, 0.0539, 6.7857, -0.0516, 0.0696, -0.0304
Si, 3.6906, -0.0766, 6.8163, 0.0873, 0.0442, -0.0103
As, 7.5314, 0.0099, 7.112, -0.0002, 0.0469, -0.0156
Si, 1.868, 1.3813, 6.7431, -0.0576, -0.0909, 0.0721
Si, 5.5142, 1.4125, 6.847, -0.0191, -0.0505, 0.0204
Si, 9.4715, 1.4608, 6.8686, 0.0426, -0.0817, 0.0301
Si, -0.2108, 5.338, 6.915, 0.0081, 0.0157, -0.0282
Si, 3.7999, 5.3962, 6.4596, -0.0426, 0.0886, 0.0689
As, 7.5415, 5.1999, 6.8107, 0.0231, -0.0154, 0.0704
Si, 1.8154, 6.6458, 6.6723, -0.0524, -0.0616, -0.0294
As, 5.6939, 6.8676, 6.7483, -0.0385, 0.045, 0.0221
Si, 9.4216, 6.6807, 6.682, 0.0883, 0.0185, -0.0249
O, 3.595, 10.3524, 8.4168, -0.001, -0.0096, 0.0082
O, 9.439, 2.4486, 8.233, 0.0069, 0.0358, 0.0033
O, 3.8161, 4.6024, 7.9264, 0.0193, -0.0527, -0.0308
O, 2.2615, 2.3755, 8.0503, 0.0309, 0.0419, -0.0217
O, 9.1912, 7.5327, 8.0772, -0.0588, 0.0027, 0.0117
O, -0.1953, 9.7317, 7.9085, 0.0024, -0.013, -0.0416
O, 11.2331, 4.4044, 8.3203, -0.0147, -0.0271, 0.0051
O, 4.9937, 2.2702, 8.2314, -0.0774, 0.0738, 0.0219
O, 2.2146, 7.5023, 8.0406, 0.0624, 0.0178, 0.0115
O, 2.0776, 7.7239, 23.2308, 0.0004, 0.0311, 0.017
O, 0.6447, 10.0344, 22.9613, 0.0753, -0.0144, 0.0316
O, 12.3393, 4.6894, 22.9664, 0.0425, 0.0582, 0.0608
O, 9.3114, 2.4107, 22.8925, -0.0444, 0.0096, -0.0352
O, 4.7724, 4.6302, 23.2949, -0.045, 0.0246, -0.0702
O, 5.7933, 1.9877, 23.0424, 0.0145, 0.0103, -0.0042
O, 10.2404, 1.7786, 20.5469, 0.0101, 0.0104, 0.0274
O, 3.3328, 10.0381, 23.0209, -0.0456, -0.0322, 0.009
O, 9.9701, 7.4381, 22.774, -0.032, -0.004, -0.0523
Si, -5.4349, 11.6658, 15.3025, 0.015, -0.0168, -0.0067
Si, 3.0473, 4.7664, 11.1147, 0.0234, 0.0117, 0.0699
Si, 9.9164, 4.902, 14.0422, 0.0304, 0.0142, -0.0043
Si, -1.1405, 11.5246, 16.0155, -0.0052, -0.0096, -0.0341
Si, 3.5481, 10.0538, 10.0172, -0.0164, 0.0197, 0.0305
Si, 8.657, 5.5262, 11.1928, -0.0209, -0.0139, 0.0483
Si, 10.1787, 3.5229, 9.237, 0.0157, 0.0031, -0.0088
Si, 2.9558, 7.3244, 9.4665, -0.0093, -0.0276, 0.0719
Si, 5.4174, -0.683, 19.9129, 0.0273, -0.0088, -0.0174
Si, 5.8497, 5.8779, 12.2158, -0.0308, -0.0016, 0.0171
Si, 3.0283, 7.4928, 15.1015, -0.0189, -0.0158, -0.0097
Si, 0.1702, 8.4926, 11.9328, 0.0258, -0.0024, 0.0513
Si, 8.976, 6.7324, 21.6618, 0.0323, -0.0369, 0.0379
Si, 8.9259, 2.4112, 21.2769, 0.0234, -0.0309, -0.0249
Si, 4.9735, -3.5754, 20.1131, 0.0055, 0.0078, -0.0601
Si, 8.378, 2.691, 15.2323, 0.0327, 0.0053, -0.0035
Si, 7.6299, 20.2122, 14.915, 0.0167, -0.0122, -0.0187
Si, 13.0706, 4.6876, 21.4972, 0.0342, -0.0825, 0.0439
Si, 5.9433, 6.7617, 15.1343, 0.0045, -0.0275, -0.024
Si, -0.5323, 12.222, 11.2199, 0.0098, -0.0052, 0.0669
Si, 10.9209, 9.7093, 9.46, 0.0108, 0.0271, 0.0676
Si, 1.1671, 5.7258, 13.2401, 0.0003, 0.0009, -0.0008
Si, 8.201, 5.2775, 16.5474, 0.0113, 0.0084, 0.0114
Si, 0.9897, 8.4972, 17.4098, -0.0095, -0.0107, 0.0057
Si, 3.6157, 3.1312, 8.6072, 0.0272, -0.0436, 0.0334
Si, 1.9133, 11.1065, 12.2752, -0.0333, -0.0027, 0.0034
Si, -2.1682, 4.7614, 19.4347, 0.0371, -0.0145, -0.0076
Si, 2.0015, 9.1889, 22.5381, -0.0201, 0.0373, -0.011
Si, 3.7499, 10.3091, 14.4647, -0.0464, 0.0121, -0.0048
Si, 5.6437, 8.1923, 10.3133, -0.0044, -0.0082, 0.0685
Si, 1.2507, 0.7431, 17.6697, -0.0316, 0.0137, -0.0093
Si, 11.3914, 2.6388, 19.7513, -0.0414, 0.0228, -0.0232
Si, 13.5793, 7.4229, 20.0574, 0.0106, -0.0053, -0.0627
Si, 16.2396, 4.64, 21.6654, -0.0369, -0.037, 0.044
Si, 8.5783, 8.0903, 9.4673, 0.025, -0.0103, 0.0191
Si, 9.7175, -0.5689, 13.1785, 0.0272, -0.0086, 0.0064
Si, 9.6322, -2.042, 17.0752, -0.0007, 0.0062, 0.0057
Si, 5.9861, 1.9284, 21.4365, 0.0059, -0.0193, 0.0124
Si, 4.0919, 11.3534, 17.2472, -0.0154, -0.0396, 0.006
Si, 7.5713, 8.4114, 19.4633, -0.0136, -0.0073, -0.0145
O, 7.7129, 3.7541, 16.2615, -0.0099, -0.0173, -0.0021
O, -0.2209, 11.1597, 10.0241, 0.0158, -0.0005, -0.0333
O, 4.4574, 5.1607, 11.8185, 0.0067, 0.0095, -0.0129
O, 6.9985, 9.9489, 19.5747, 0.0011, -0.0052, 0.0288
O, 11.55, 4.9782, 14.0405, -0.0172, -0.0137, 0.0073
O, 9.8171, 11.6224, 12.1109, -0.0081, -0.003, -0.0161
O, 7.0915, 10.4582, 15.9107, -0.0086, 0.0185, 0.0166
O, 6.9827, 8.3252, 9.4178, -0.0253, -0.0002, -0.0409
O, 3.5723, 10.3314, 16.0846, 0.0106, 0.0109, 0.0058
O, 4.905, 8.9064, 20.7223, 0.0031, 0.0044, 0.0344
O, 6.4438, 8.2234, 14.6121, 0.0061, 0.0097, -0.0007
O, 3.4533, 8.7392, 14.097, 0.0134, 0.0092, -0.0205
O, 1.9019, 4.6068, 12.281, -0.0057, 0.0094, -0.0165
O, 9.1476, 4.5244, 10.0052, -0.0121, 0.0206, -0.0201
O, -0.0142, 8.4772, 10.3013, -0.0077, -0.0064, -0.0412
O, 9.4103, 1.806, 16.1047, -0.0131, -0.0039, 0.0076
O, 8.8276, -2.4171, 15.7095, -0.0038, -0.0014, -0.0048
O, 9.8164, 5.9951, 20.4511, -0.0075, 0.0038, 0.0116
O, 8.1131, -3.027, 20.9269, -0.0199, -0.0001, 0.0033
O, 8.8721, 7.0542, 10.6799, -0.0046, -0.0045, -0.0459
O, 10.679, 3.8462, 18.8769, -0.0003, 0.006, 0.0127
O, -4.0575, 1.5787, 21.0961, -0.0023, 0.0009, 0.0231
O, 4.4186, 6.8714, 15.7033, 0.0058, -0.0009, 0.0109
O, 8.1698, 9.975, 13.5317, -0.0086, -0.0033, -0.0031
O, 0.5723, 12.4583, 18.9106, 0.0013, -0.0054, 0.0256
O, 5.1716, 0.6782, 20.7758, -0.0185, -0.0129, 0.0163
O, 9.9325, -0.4418, 17.1756, -0.0063, 0.009, 0.0153
O, 2.8953, 11.2107, 10.9566, 0.0117, -0.0133, -0.0354
O, 5.0606, 9.7029, 10.5477, 0.01, -0.0132, -0.0419
O, 3.4896, 7.1071, 19.4834, -0.0078, 0.0077, 0.0241
O, 12.3978, 3.4152, 20.7467, 0.0533, 0.0621, 0.0715
O, 4.6017, 10.4715, 18.5121, -0.0118, 0.0144, -0.0139
O, 2.7267, 11.2939, 13.6667, 0.0294, -0.0141, 0.0103
O, 6.0293, 5.768, 13.8354, -0.0053, 0.0125, 0.0137
O, 4.5976, 7.2776, 9.4342, 0.0196, 0.0148, -0.0638
O, 0.5725, 7.0001, 12.4015, 0.0037, 0.0051, -0.0194
O, 5.28, 12.2606, 16.5577, 0.0094, 0.0091, -0.0061
O, 2.0409, 7.9865, 16.2881, 0.0106, 0.0001, -0.0041
O, 13.5635, 8.8134, 20.9468, -0.012, -0.0176, 0.0328
O, 1.236, 9.6313, 12.3877, 0.006, -0.0035, -0.006
O, 9.2744, 3.3908, 14.0575, -0.0177, -0.012, -0.0029
O, 2.6492, 8.7053, 10.2744, -0.003, -0.0202, -0.0271
O, 5.2217, 10.9695, 14.1534, 0.0077, 0.0038, -0.0061
O, 17.0738, 3.4113, 20.9545, -0.0155, 0.0344, 0.0274
O, 2.2801, 17.2507, 14.2715, 0.0222, 0.0135, 0.0108
O, 2.438, 5.9809, 10.2016, 0.0273, 0.0224, -0.0512
O, 8.6869, 5.3679, 18.1107, -0.0117, 0.0001, -0.0127
O, -1.2309, 8.9839, 12.6199, -0.0042, 0.0089, -0.005
O, 0.7962, 12.2924, 12.1712, 0.0036, -0.0053, -0.0268
O, 8.7714, -2.5544, 18.3636, 0.0126, 0.0006, -0.0056
O, 3.3372, 3.4309, 10.2035, 0.0063, -0.004, -0.0695
O, 6.2746, -3.5111, 19.0939, 0.0078, 0.0073, 0.0383
O, 1.2967, 6.1614, 20.8294, -0.0007, 0.0161, 0.0089
O, 5.1802, 6.1003, 21.1386, -0.0026, -0.0053, 0.007
O, 10.4907, 10.83, 14.5443, 0.0043, 0.0093, 0.0055
O, 0.379, 12.033, 16.3302, 0.0068, 0.0027, 0.0032
O, 5.8621, 7.4538, 11.7529, -0.0011, -0.0095, -0.0417
O, 6.9075, -4.6957, 16.3375, -0.0031, -0.0071, 0.0039
O, -3.0211, 3.7923, 20.4558, -0.0094, 0.0203, 0.0334
O, 1.0659, 7.6093, 18.7493, 0.0007, 0.003, 0.0317
O, 8.0492, 5.656, 22.5514, 0.0278, 0.0733, -0.017
O, 9.3059, 9.5406, 9.6765, -0.0327, -0.0111, -0.0498
O, -0.7462, 2.7216, 10.5014, 0.0149, -0.0041, -0.0356
O, 3.062, 4.3723, 21.3967, -0.0404, 0.0509, 0.0607
O, 7.0921, 16.0726, 11.4648, 0.0086, 0.0248, -0.0364
O, 9.4473, 5.5253, 12.6156, -0.0047, -0.0038, -0.0161
O, -2.2381, 5.6305, 15.4194, -0.0114, -0.0019, 0.0055
O, 11.0805, -2.748, 16.8824, -0.0051, 0.0045, 0.0021
O, 12.853, 10.0558, 17.8379, 0.0075, 0.0083, 0.0084
O, 2.7857, 12.2511, 17.6265, 0.013, 0.0012, -0.0078
O, 7.13, 1.8427, 14.6137, -0.015, 0.002, -0.0044

Results
free energy: -170022.976 eV
free energy less fixed offsets of As -4856.12, O -568.88, Si -635.61 eV per atom: 0.684 eV

The program warned: the cutoff lies below the one the program advises for these potential files; the forces do not sum to zero within the program's tolerance; the exchange-correlation potential is rough where the density is thin.
